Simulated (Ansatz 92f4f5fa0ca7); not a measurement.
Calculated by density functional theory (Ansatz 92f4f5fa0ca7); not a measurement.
Periodic cell of 234 atoms, Si146O88, from a study of silicon, its oxide and their interface. The atomic structure is a simulated model.
Doubt: the cutoff is far below the 930 eV that the study's wrapper takes by default for these files, so forces and energies are approximate.

Settings: functional PBE; potential files Ansatz PAW; basis plane waves; wave-function cutoff 580 eV; density cutoff ratio 5; exchange-correlation grid ratio 1; k mesh 1 x 1 x 1, Gamma-centred; self-consistency stop 5e-08 eV per atom in the density residual; occupations fixed; spin none; net charge 0.

Cell vectors (angstrom)
a 11.6015 0 0
b 0 10.938 0
c 0 0 32.5539

Atoms: element, x, y, z (angstrom)
Si -0.1134 0.0927 23.9277
Si 3.791 -0.1765 24.0194
Si 7.6521 0.0446 23.8534
Si 1.9705 1.2949 23.9638
Si 5.636 1.2489 23.9223
Si 9.5726 1.3569 24.1405
Si -0.0576 5.4921 23.6265
Si 3.8705 5.5014 23.507
Si 7.7117 5.3042 23.7267
Si 1.8959 6.8468 23.5931
Si 5.901 6.7804 23.6289
Si 9.5132 6.803 23.6436
Si 1.8936 2.7967 25.7839
Si 5.7094 2.7067 25.771
Si 9.634 2.7931 25.9336
Si -0.0506 4.2182 25.7067
Si 3.8385 4.217 25.6431
Si 7.6612 4.0613 25.7361
Si 1.8941 8.0334 25.6888
Si 5.7992 8.061 25.6914
Si 9.6114 8.125 25.6703
Si -0.0231 9.4752 25.704
Si 3.8404 9.3839 25.8536
Si 7.6767 9.5502 25.7511
Si -0.0054 -0.0482 27.6725
Si 3.8392 -0.0435 27.7077
Si 7.7082 -0.0179 27.7104
Si 1.9126 1.3749 27.7022
Si 5.762 1.3597 27.7227
Si 9.6616 1.3429 27.771
Si -0.0279 5.4698 27.7186
Si 3.8513 5.4641 27.6955
Si 7.7106 5.4473 27.6884
Si 1.9083 6.8175 27.7222
Si 5.7911 6.8181 27.7149
Si 9.6381 6.834 27.6914
Si 1.9336 2.7345 29.6547
Si 5.8008 2.7345 29.6547
Si 9.6679 2.7345 29.6547
Si 0 4.1018 29.6547
Si 3.8672 4.1018 29.6547
Si 7.7343 4.1018 29.6547
Si 1.9336 8.2035 29.6547
Si 5.8008 8.2035 29.6547
Si 9.6679 8.2035 29.6547
Si 0 9.5708 29.6547
Si 3.8672 9.5708 29.6547
Si 7.7343 9.5708 29.6547
Si 0 0 31.5882
Si 3.8672 0 31.5882
Si 7.7343 0 31.5882
Si 1.9336 1.3673 31.5882
Si 5.8008 1.3673 31.5882
Si 9.6679 1.3673 31.5882
Si 0 5.469 31.5882
Si 3.8672 5.469 31.5882
Si 7.7343 5.469 31.5882
Si 1.9336 6.8362 31.5882
Si 5.8008 6.8362 31.5882
Si 9.6679 6.8362 31.5882
Si 1.9336 2.7345 0.9679
Si 5.8008 2.7345 0.9679
Si 9.6679 2.7345 0.9679
Si 0 4.1018 0.9679
Si 3.8672 4.1018 0.9679
Si 7.7343 4.1018 0.9679
Si 1.9336 8.2035 0.9679
Si 5.8008 8.2035 0.9679
Si 9.6679 8.2035 0.9679
Si 0 9.5708 0.9679
Si 3.8672 9.5708 0.9679
Si 7.7343 9.5708 0.9679
Si 0.0547 0.0279 2.8845
Si 3.8703 -0.0067 2.9572
Si 7.742 0.0608 2.849
Si 1.9703 1.4294 2.9551
Si 5.7872 1.4016 2.958
Si 9.7108 1.368 2.8825
Si 0.0112 5.4775 2.9051
Si 3.9055 5.45 2.9433
Si 7.739 5.4418 2.9414
Si 1.964 6.8303 2.9024
Si 5.8211 6.8565 2.9243
Si 9.6741 6.8346 2.8935
Si 1.9698 2.8694 4.8974
Si 5.7857 2.6611 5.0156
Si 9.7403 2.6656 4.8584
Si -0.01 4.181 4.8897
Si 3.9577 4.1858 4.9773
Si 7.7637 3.9753 4.8523
Si 1.9447 8.1559 4.877
Si 5.8897 8.2674 4.8493
Si 9.7169 8.2983 4.7502
Si 0.0633 9.6297 4.8295
Si 3.8727 9.5906 4.9633
Si 7.7957 9.6699 4.7766
Si 0.1133 0.0534 6.7695
Si 3.7005 -0.0051 6.9873
Si 7.8025 0.0293 6.7512
Si 1.9225 1.5316 6.8015
Si 5.7928 1.1891 6.9557
Si 9.741 1.348 6.8462
Si -0.0999 5.5445 6.8449
Si 4.0636 5.7728 6.7769
Si 7.9558 5.358 6.7039
Si 1.9218 6.7811 6.8545
Si 6.147 6.8801 6.742
Si 9.6414 6.9462 6.6304
O 6.1303 1.9167 8.4484
O 1.8254 7.6952 8.2507
O 6.4938 7.7539 8.1567
O 11.1016 4.6574 8.2267
O 7.8207 10.0623 8.1525
O 9.2207 7.7945 8.023
O 3.1351 10.0017 8.3175
O 9.7839 2.3 8.2266
O 8.4043 4.5834 8.1553
O 4.5087 5.1754 8.2691
O 0.4291 10.0102 8.1018
O 1.7278 2.4675 8.2145
O 1.7559 8.0694 22.4237
O 2.539 2.2098 22.6771
O 5.268 2.1692 22.5743
O 3.709 9.8917 22.5697
O 6.3535 7.7969 22.3367
O 7.708 10.1138 22.4256
O 3.8938 4.4259 22.1816
O 9.0511 7.7748 22.3154
O 0.0462 4.2474 22.4746
O 7.743 4.4101 22.2897
O -0.6208 10.5005 22.3881
O 9.732 2.3461 22.8165
Si 1.7339 9.2452 8.7445
Si 2.3458 8.3301 13.4379
Si -1.2972 0.6992 18.488
Si 9.7645 3.8495 8.74
Si 2.5059 9.2862 21.6355
Si 6.5615 9.1636 16.0113
Si 11.6965 11.148 21.0613
Si -2.6285 8.8049 11.4861
Si 14.0314 2.72 9.657
Si 3.8823 2.8002 21.9559
Si 3.7329 -1.5509 18.9233
Si 10.1037 4.8412 16.8304
Si 7.8758 8.5106 8.6308
Si -0.9531 11.4889 15.5318
Si 4.3863 1.4908 19.1214
Si 0.3572 8.9997 11.535
Si 10.7831 3.0473 21.7887
Si 6.8358 8.6242 18.8235
Si -2.8093 11.6718 12.9609
Si 0.3462 13.6998 16.9928
Si 5.797 12.4775 12.7329
Si 3.6036 8.6203 16.0745
Si 7.7064 8.5945 21.8247
Si 10.0147 14.3149 11.9087
Si 3.9991 4.0043 13.7938
Si 8.5523 4.6787 14.3283
Si 3.5231 2.7486 16.4523
Si 7.6963 3.4381 16.7427
Si -3.7283 5.8395 18.319
Si 1.0282 10.8939 13.519
Si 7.3307 1.7313 18.9725
Si 5.3588 2.1983 9.8452
Si 7.4329 7.424 13.6282
Si 4.3593 4.9056 9.8517
Si 4.6884 11.1424 14.9848
Si 12.9556 2.8245 12.4525
Si 8.2463 4.1167 20.7722
Si 4.7094 6.7059 12.3489
O 0.2847 10.5822 14.9478
O 9.2504 3.4925 17.2662
O 9.8685 5.0833 15.2246
O 13.1156 2.266 10.9216
O 9.6815 12.7257 12.086
O 5.472 3.7793 10.245
O 4.2611 2.5951 17.9039
O 3.5545 10.1591 15.5755
O 6.1364 -0.2636 15.5697
O 7.071 2.1041 17.383
O -3.5335 5.4587 19.8811
O 9.7952 14.7895 10.3741
O 3.8304 2.325 20.3976
O 7.9609 8.5186 10.2556
O 7.5443 5.9333 14.2329
O 13.2006 10.5546 21.1526
O 1.3574 12.4702 13.4447
O 3.0773 8.6207 17.6207
O 11.6476 4.3908 17.1115
O 7.0226 4.7725 17.3991
O 5.9395 0.9574 19.3468
O 8.7081 7.7155 12.6682
O 4.6426 6.1861 10.802
O 14.4436 4.2797 9.9914
O 3.0473 8.7018 20.2193
O 7.4959 8.5023 14.8559
O 8.9885 4.2323 12.8412
O 0.0709 10.4468 12.2695
O 1.9402 2.5858 16.7842
O 5.3125 9.078 19.0743
O 9.3869 6.0716 17.6581
O 7.3475 9.378 17.4443
O 4.8738 0.3378 13.3657
O 3.5272 7.7962 12.4863
O -0.6278 10.7035 19.6567
O 6.0824 7.5006 12.7191
O 4.5072 5.4957 13.4089
O 7.3263 1.366 13.2488
O 11.7107 1.8523 21.1708
O -1.4021 -0.0187 17.005
O 8.7041 10.2927 12.1032
O 4.1808 1.6139 15.5258
O 6.8672 7.0842 18.3421
O -0.4228 13.0338 15.6974
O 2.567 3.7586 13.0171
O 11.539 14.5808 12.4617
O 3.7876 12.7506 9.6422
O 7.3618 2.9636 20.0337
O 2.3521 9.9669 13.3626
O 8.7777 0.9758 19.042
O 5.1328 2.9606 13.2153
O -1.096 8.5485 10.9617
O 0.9118 7.9393 12.7028
O 1.4692 9.1696 10.3604
O -0.2373 12.8977 18.3028
O 7.707 8.7994 20.1835
O 2.6397 7.8171 14.9939
O 3.5535 0.0926 18.8218
O 7.6993 3.5024 15.1176
O 3.7827 4.0322 15.4423
O 5.9062 1.3519 11.1144
O 5.2021 8.205 16.0727
O -2.1606 0.4921 14.4464
O 9.8232 3.7018 20.6466

Results
free energy: -142855.524 eV
free energy less fixed offsets of O -568.88, Si -635.61 eV per atom: 4.976 eV

Forces (eV/angstrom), in the order of the atoms: element, x, y, z
Si -0.1789 -0.1752 -0.205
Si -0.211 -0.364 -0.0847
Si -0.0785 -0.3393 -0.2492
Si 0.3517 0.2371 -0.0879
Si -0.0485 0.2194 -0.2195
Si 0.1921 0.3361 0.0102
Si 0.016 -0.4916 -0.2488
Si 0.0605 -0.4652 -0.3723
Si 0.1 -0.3799 -0.2635
Si -0.0453 0.4543 -0.1493
Si 0.0837 0.3507 -0.2563
Si -0.1751 0.3432 -0.2641
Si -0.0596 0.2548 -0.031
Si 0.0459 0.2519 0.1682
Si -0.1381 0.2673 0.0341
Si 0.0139 -0.2403 0.2149
Si -0.0251 -0.2816 0.0916
Si 0.034 -0.1374 0.2694
Si 0.0022 0.2316 0.3073
Si 0.024 0.2059 0.192
Si 0.02 0.2399 0.0937
Si 0.1807 -0.176 0.085
Si -0.0123 -0.2141 0.0478
Si 0.021 -0.2585 0.0417
Si -0.027 0.1052 -0.0741
Si 0.0116 0.1492 -0.0528
Si -0.0085 0.1119 -0.1079
Si 0.0064 -0.0716 -0.0086
Si -0.015 -0.1389 -0.0567
Si 0.0192 -0.1882 -0.0954
Si 0.0187 0.1115 -0.0723
Si -0.0136 0.056 -0.1414
Si -0.0879 0.0813 -0.0492
Si -0.0245 -0.1411 -0.1206
Si 0.0554 -0.0978 -0.0822
Si -0.0004 -0.0361 -0.0882
Si -0.0186 -0.0847 -0.0216
Si -0.0563 -0.0248 0.0411
Si 0.0257 -0.0691 0.3383
Si -0.0817 -0.0909 -0.1065
Si 0.0062 -0.0977 -0.2054
Si 0.0197 -0.0777 -0.2238
Si -0.0049 0.0379 -0.082
Si 0.0017 0.0317 -0.168
Si -0.07 -0.0055 -0.2346
Si 0.0522 -0.0401 -0.1457
Si -0.0671 -0.0545 0.1101
Si -0.0416 -0.0217 0.0124
Si -0.0209 0.0671 -0.0262
Si 0.0059 0.0816 0.0188
Si 0.0068 0.0267 -0.0214
Si 0.0034 -0.0702 0.0397
Si 0.0107 -0.1045 0.0412
Si -0.0137 0.0176 0.0323
Si 0.0273 0.0733 0.016
Si -0.0139 0.1338 0.0205
Si -0.0051 0.0845 0.0072
Si 0.0017 -0.08 -0.0329
Si -0.0173 -0.0656 -0.0327
Si 0.0114 -0.0415 -0.0513
Si 0.0767 0.058 0.1297
Si -0.0936 0.0462 0.2385
Si 0.0939 0.0982 -0.0329
Si -0.0057 -0.0205 0.0582
Si 0.0587 0.0053 0.1292
Si -0.0031 0.0029 0.145
Si 0.0547 -0.0016 0.0171
Si 0.0506 0.0004 0.0965
Si -0.0617 0.0181 -0.0009
Si 0.1387 -0.005 0.0271
Si -0.0438 0.0769 0.286
Si -0.0386 0.0327 -0.109
Si 0.0029 0.084 0.0602
Si 0.0523 0.0281 0.0353
Si 0.0413 0.13 0.1972
Si -0.0007 -0.0508 0.0295
Si -0.0258 -0.131 0.0598
Si -0.0136 -0.0754 0.0787
Si 0.0067 0.1124 0.0206
Si 0.0121 0.177 0.0208
Si -0.0308 0.0532 0.0073
Si -0.0103 -0.1242 0.1453
Si -0.0234 -0.1137 0.0373
Si 0.0519 -0.1068 0.0484
Si 0.038 0.1654 -0.2128
Si -0.0633 0.0712 -0.2279
Si -0.007 0.1889 -0.1194
Si -0.043 -0.2156 -0.1362
Si -0.1763 -0.0974 -0.2512
Si 0.0598 -0.1885 -0.071
Si 0.0106 0.2291 -0.0406
Si 0.1499 0.2408 -0.0915
Si -0.0201 0.1694 -0.1258
Si 0.0299 -0.1874 -0.1642
Si 0.0108 -0.2002 -0.0147
Si -0.0208 -0.187 -0.1377
Si -0.029 -0.2382 0.1811
Si -0.2547 -0.2647 0.2992
Si -0.1001 -0.3162 0.0963
Si -0.0526 0.2971 0.279
Si 0.1308 0.1001 0.4961
Si 0.0181 0.2653 0.2448
Si 0.0825 -0.1742 0.311
Si 0.2266 -0.019 0.3614
Si 0.1771 -0.2932 0.2266
Si -0.0177 0.2222 0.2259
Si -0.2954 0.3001 0.2472
Si -0.0532 0.2132 0.0826
O 0.0015 -0.1442 -0.4463
O 0.037 -0.1427 -0.282
O -0.1391 -0.1673 -0.3889
O 0.2434 0.1024 -0.3572
O 0.0695 0.1128 -0.1777
O 0.1483 -0.019 -0.1615
O 0.3377 0.271 -0.4232
O 0.0106 -0.2148 -0.2885
O -0.2257 0.0543 -0.2163
O -0.0063 -0.0257 -0.1888
O -0.1074 0.0518 -0.2296
O -0.0885 -0.0871 -0.4065
O -0.115 -0.3579 0.299
O -0.1847 0.0807 0.0488
O 0.1206 0.1048 0.0631
O 0.0653 -0.0136 0.1665
O -0.2503 -0.235 0.2889
O 0.0473 0.0679 0.2582
O 0.0028 0.4584 0.4038
O 0.2585 -0.2088 0.3392
O 0.1254 0.3973 0.3087
O -0.0722 0.1042 0.3764
O 0.017 -0.0934 0.2385
O -0.1227 0.2345 -0.0216
Si -0.151 0.047 0.4118
Si -0.0715 -0.0925 -0.0378
Si -0.1116 0.061 -0.3134
Si -0.1286 0.1697 0.3121
Si 0.2614 0.0956 -0.3522
Si 0.0724 0.0201 -0.078
Si -0.2058 -0.0616 -0.2935
Si 0.2146 0.1165 0.3779
Si 0.0941 0.0299 0.3718
Si -0.0161 -0.4277 -0.1316
Si 0.2669 0.1116 -0.2885
Si -0.1437 0.0182 -0.2078
Si 0.0335 -0.0553 0.4193
Si -0.0484 -0.1761 -0.1068
Si 0.2012 -0.2454 -0.2862
Si -0.3132 -0.0431 0.3514
Si -0.287 -0.2721 -0.2013
Si -0.2215 0.06 -0.4245
Si 0.1618 -0.1176 0.0612
Si -0.0625 -0.0824 -0.114
Si 0.1021 -0.1203 0.1261
Si 0.0123 -0.0045 -0.0626
Si 0.0155 0.0659 -0.3945
Si 0.0623 -0.2186 0.4155
Si -0.0343 0.0014 0.0392
Si 0.0029 0.0152 -0.0359
Si -0.0163 -0.0842 -0.0483
Si -0.0546 -0.0703 -0.0688
Si -0.1384 -0.0318 -0.1553
Si -0.1931 -0.0579 0.026
Si -0.0302 -0.1378 -0.215
Si -0.0479 0.0495 0.3273
Si 0.0545 0.0796 0.0205
Si -0.0632 0.0549 0.1742
Si 0.0738 -0.0458 0.0246
Si -0.1228 0.0922 0.258
Si -0.0202 -0.0235 -0.4684
Si 0.0476 0.099 0.2185
O 0.0294 0.0847 -0.0108
O 0.1258 0.0668 0.016
O 0.0782 0.0299 0.0759
O 0.0775 -0.0212 -0.2891
O -0.0043 0.1349 -0.0997
O 0.0947 -0.0527 -0.0546
O -0.0044 0.0336 0.0455
O 0.0221 0.0283 -0.0229
O -0.0997 -0.0306 0.0781
O 0.0275 0.0644 0.0813
O 0.0028 -0.009 0.2554
O -0.0385 0.0317 -0.4386
O -0.0918 0.2082 0.3492
O -0.1631 -0.0533 -0.4148
O -0.0407 -0.0423 0.0751
O 0.0047 0.0589 0.1577
O 0.0552 0.0823 -0.0772
O -0.0307 -0.0376 0.0394
O -0.0803 -0.0179 0.0107
O 0.0363 0.0635 0.1176
O -0.0062 0.1059 0.0515
O 0.0175 0.0506 -0.1022
O -0.0208 -0.0581 -0.2184
O -0.0615 0.0249 -0.0851
O -0.0523 -0.0876 0.3318
O -0.0202 -0.0279 0.0259
O 0.0118 -0.0091 -0.0793
O 0.072 -0.0227 -0.1172
O -0.0122 0.0464 0.0304
O -0.0389 -0.0628 0.1057
O 0.057 -0.0123 0.0892
O -0.0391 -0.0772 0.1301
O 0.0186 0.0811 -0.0707
O 0.0327 -0.03 -0.0405
O 0.1665 -0.0174 0.3075
O -0.0748 -0.0252 -0.0717
O -0.0277 -0.0934 -0.028
O -0.1679 0.0834 -0.0205
O 0.1326 0.0911 0.0438
O 0.0298 0.0692 0.1725
O -0.0673 -0.0857 -0.1147
O -0.0056 0.0467 -0.0129
O 0.0696 -0.049 0.0269
O 0.0411 0.1584 0.0546
O 0.0409 -0.0261 -0.0492
O 0.0601 -0.0217 -0.081
O -0.0563 -0.155 -0.1763
O -0.0102 0.1254 0.2231
O 0.0942 0.028 0.0129
O 0.0355 -0.0023 0.0506
O -0.0002 -0.0019 -0.0666
O 0.0118 -0.0043 -0.0434
O 0.1151 0.0688 -0.0245
O 0.224 0.0569 -0.4636
O -0.0386 -0.0279 0.0905
O 0.142 -0.0203 0.4886
O 0.0094 0.0283 0.0697
O -0.0765 0.0627 0.1329
O 0.04 0.0427 -0.0245
O 0.0129 -0.009 0.0515
O -0.0534 0.0642 -0.2118
O -0.1094 -0.0314 -0.0014
O -0.0051 0.0495 0.0269
O 0.18 0.0865 0.1685

The program warned: the cutoff lies below the one the program advises for these potential files; the forces do not sum to zero within the program's tolerance; the exchange-correlation potential is rough where the density is thin.
